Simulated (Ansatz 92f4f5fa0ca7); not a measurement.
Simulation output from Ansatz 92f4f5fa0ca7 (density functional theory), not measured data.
Periodic cell of 215 atoms, Si132O82As1, from a study of silicon, its oxide and their interface. The atomic structure is a simulated model.
Doubt: the cutoff is far below the 930 eV that the study's wrapper takes by default for these files, so forces and energies are approximate.
This geometry differs little from another in the collection (a relaxation step or a small displacement).

Settings
functional: PBE
potential files: Ansatz PAW
basis: plane waves
wave-function cutoff: 580 eV
density cutoff ratio: 5
exchange-correlation grid ratio: 1
k mesh: 1 x 1 x 1, Gamma-centred
self-consistency stop: 5e-08 eV per atom in the density residual
occupations: fixed
spin: none
net charge: +1 e, with a uniform compensating background and no finite-size correction

Cell vectors (angstrom)
a  10.938  0  0
b  0  10.938  0
c  0  0  31.5432

Atoms and the computed forces on them: element, x, y, z (angstrom), force x, y, z (eV/angstrom)
Si  10.441  0.5792  24.3288  -0.0418  -0.0231  0.0389
Si  6.0479  10.5015  24.1267  0.0045  -0.0337  0.039
Si  2.1265  3.247  24.0661  0.0026  0.03  0.0477
Si  8.7039  2.2591  24.2952  0.0156  -0.024  0.0415
Si  0.5  5.0551  24.1499  0.0047  -0.0277  0.0425
Si  5.0499  5.8882  24.1826  -0.0035  0.0331  0.039
Si  3.3883  7.6459  24.1506  0.0485  0.0037  0.0447
Si  7.8341  8.8257  23.9663  -0.0136  0.0204  0.0566
Si  1.3442  1.4836  25.4467  0.0076  0.0003  -0.012
Si  6.907  1.3031  25.4852  0.0058  0.0164  -0.0122
Si  4.0214  4.0994  25.3134  0.0116  -0.0104  -0.012
Si  9.6718  4.0935  25.4119  -0.0066  0.0186  -0.0119
Si  1.4971  6.8112  25.3608  -0.0141  0.003  -0.0048
Si  6.9118  6.9425  25.2214  -0.0046  -0.0247  -0.0271
Si  4.2271  9.5437  25.3283  -0.0111  0.0053  -0.0239
Si  9.5329  9.6279  25.4199  0.0189  0.0204  -0.0193
Si  2.7755  0.0069  26.6324  -0.0049  -0.0127  0.0625
Si  8.2589  0.0073  26.9019  -0.0054  -0.0152  -0.0848
Si  0.0137  2.7639  26.9116  -0.0035  0.0015  -0.1311
Si  5.4485  2.7413  26.6543  0.0004  0.0115  0.0609
Si  2.7647  5.4415  26.8292  -0.0055  0.0023  -0.085
Si  8.2261  5.5176  26.6167  -0.0012  -0.0151  0.0659
Si  0.0481  8.2119  26.6424  -0.0022  -0.0133  0.0582
Si  5.5255  8.1671  26.7492  -0.0406  -0.0323  -0.042
Si  4.1028  1.3754  28.0579  0.0097  -0.0165  -0.0058
Si  9.6032  1.3771  28.2451  -0.0087  -0.0146  0.1731
Si  1.3934  4.1187  28.2168  0.0137  0.0292  0.1755
Si  6.8376  4.1335  28.0219  -0.0012  0.0173  -0.0622
Si  4.1529  6.8163  28.1529  0.0529  0.0079  0.0489
Si  9.6055  6.8417  28.0386  0.0088  0.0078  -0.0152
Si  1.3948  9.5904  28.0454  0.0179  0.0015  -0.0503
As  6.8522  9.5382  28.2327  -0.0069  0.0086  0.1409
Si  0.0607  -0.0196  29.5293  -0.0024  0.0043  -0.0296
Si  5.4126  0.0528  29.5402  -0.0271  0.024  -0.0411
Si  2.7664  2.713  29.5282  0.0061  -0.0056  -0.0436
Si  8.1758  2.7799  29.4759  0.001  0.0008  -0.02
Si  -0.0094  5.501  29.5014  -0.0117  0.0062  -0.0435
Si  5.5094  5.4445  29.5052  0.0087  -0.0157  -0.0166
Si  2.7482  8.2139  29.445  -0.0404  0.0341  -0.0047
Si  8.2954  8.1269  29.5732  0.0217  -0.0268  -0.0302
Si  1.3992  1.3583  30.9099  -0.0203  0.023  0.0054
Si  6.8367  1.3953  30.8554  0.0137  -0.0341  0.0048
Si  4.128  4.088  30.8874  -0.0178  0.0203  0.0064
Si  9.5547  4.1236  30.8477  0.0241  -0.0181  0.0048
Si  1.3751  6.8632  30.8338  0.0187  -0.0256  0.0028
Si  6.8533  6.797  30.9096  -0.0033  0.028  0.0052
Si  4.0824  9.56  30.8603  0.0317  -0.0047  0.0071
Si  9.6167  9.5692  30.9086  -0.0257  0.0078  0.0071
Si  2.7533  -0.0213  0.7304  -0.0193  -0.0081  -0.0125
Si  8.1818  0.0036  0.6805  0.0094  0.0073  0.0076
Si  -0.0252  2.7511  0.6774  -0.003  -0.0132  0.0033
Si  5.4723  2.711  0.7233  0.0014  0.0151  -0.0137
Si  2.7145  5.4795  0.6678  0.0143  0.0002  0.0073
Si  8.2278  5.4357  0.7405  -0.0166  0.0007  -0.0151
Si  0.0373  8.1738  0.724  -0.0051  0.0147  -0.0138
Si  5.468  8.2127  0.6858  0.0002  -0.0108  0.0127
Si  4.1182  1.3371  2.092  0.002  0.0025  0.0236
Si  9.532  1.383  2.0398  0.014  -0.0249  0.0278
Si  1.3252  4.1326  2.0523  0.0135  -0.0155  -0.003
Si  6.8521  4.0547  2.091  -0.008  0.0021  0.0327
Si  4.0733  6.8544  2.0353  0.0221  -0.0113  0.0238
Si  9.6078  6.8015  2.0852  -0.007  0.007  0.0204
Si  1.3846  9.5489  2.0939  0.0135  0.0007  0.0308
Si  6.8279  9.572  2.0766  -0.0062  0.0017  -0.0185
Si  -0.0449  -0.0077  3.3634  -0.0808  0.0019  -0.1766
Si  5.4699  -0.0202  3.5104  0.0072  -0.0127  0.0405
Si  2.6912  2.7268  3.3593  -0.0309  -0.0085  -0.2008
Si  8.1913  2.6869  3.518  0.0075  -0.0315  0.0239
Si  -0.0116  5.4572  3.5361  -0.0051  0.0033  0.0536
Si  5.4482  5.4674  3.3491  -0.0123  0.0505  -0.2155
Si  2.7454  8.1905  3.5042  0.0121  -0.0079  0.02
Si  8.2263  8.1814  3.3936  0.0263  0.0183  -0.1144
Si  1.2875  1.3724  4.6761  0.0143  -0.0172  0.1321
Si  6.8412  1.2987  4.9403  0.0128  0.012  -0.0685
Si  4.0554  4.1161  4.6478  0.023  0.0024  0.1535
Si  9.5346  4.0592  4.9182  -0.0046  0.0159  -0.0552
Si  1.3587  6.8639  4.9163  -0.0127  0.0099  -0.055
Si  6.8355  6.7998  4.6861  -0.0062  -0.0116  0.1208
Si  4.1061  9.5585  4.9143  -0.0093  -0.0028  -0.0676
Si  9.5719  9.5657  4.7538  0.0116  0.004  0.0752
Si  2.6097  0.0404  6.1055  0.0063  0.0345  0.0484
Si  8.2289  -0.1384  6.2817  -0.0081  -0.004  0.0104
Si  -0.0211  2.6445  6.2109  -0.0136  -0.0036  0.0084
Si  5.372  2.7677  6.076  -0.0296  -0.0026  0.0435
Si  2.751  5.4238  6.1524  -0.0016  0.0079  0.0045
Si  8.0904  5.4368  6.188  0.0017  0.0184  0.0287
Si  -0.0053  8.2968  6.2421  -0.0121  0.0004  0.0267
Si  5.5671  8.1449  6.1627  0.0047  -0.0061  0.0148
Si  3.4664  1.9405  7.1851  0.0222  -0.02  -0.054
Si  10.0198  0.8271  7.4849  0.02  -0.0182  -0.0122
Si  1.764  3.6561  7.3629  0.0142  -0.0107  -0.0094
Si  6.2058  4.522  7.3922  0.0003  0.0062  -0.0492
Si  4.6359  6.306  7.2666  0.0198  -0.0102  -0.0196
Si  9.1628  7.187  7.335  -0.0145  0.0109  -0.0336
Si  0.8912  10.1556  7.5318  -0.0187  -0.0008  -0.0598
Si  7.4086  8.8836  7.503  0.0294  -0.0141  -0.0359
O  4.5703  6.6047  8.8877  -0.0198  0.0172  0.0217
O  1.3779  3.9762  8.9449  -0.0123  0.0198  0.0106
O  9.7482  6.5443  8.7441  0.0159  -0.0146  0.0355
O  1.3029  10.1054  9.1527  0.0309  -0.0066  0.0553
O  6.0694  4.2158  9.0241  0.0024  -0.0256  0.0475
O  3.7028  1.6019  8.7659  0.0259  -0.0171  0.0734
O  7.1364  8.9635  9.1448  -0.0162  0.0223  0.0473
O  9.6492  1.0731  9.0802  -0.0236  0.0137  0.0212
O  8.2221  2.5157  22.7469  -0.0213  0.0129  -0.0233
O  10.9848  5.5561  22.6436  -0.0112  0.0215  -0.0261
O  5.637  0.095  22.6298  -0.02  0.0355  -0.0419
O  5.2953  5.4128  22.6246  0.0189  -0.0156  -0.0297
O  2.1483  2.8015  22.4721  0.0096  -0.0265  -0.038
O  3.3406  7.8708  22.5095  -0.0267  0.012  -0.0292
O  8.3902  8.7425  22.4033  0.0241  -0.0111  -0.0498
O  -0.1782  11.2178  22.75  0.0219  -0.0154  -0.0318
Si  2.1552  2.9726  12.8895  -0.0075  -0.002  0.0135
Si  8.6794  1.307  10.3689  -0.0032  -0.0052  0.013
Si  1.0642  4.5007  15.3444  0.0028  -0.0076  -0.0094
Si  7.5425  5.5776  12.1994  -0.0064  -0.0004  0.0174
Si  2.4181  8.1858  21.2023  0.0015  -0.0216  -0.0248
Si  5.4107  7.7822  12.4706  0.007  -0.0002  0.0156
Si  9.2613  0.4523  15.5021  0.0069  0.0086  -0.0123
Si  2.9107  -0.0392  16.65  0.0068  -0.0006  -0.0122
Si  10.4676  1.1585  12.6108  0.0027  -0.0044  0.0251
Si  7.762  2.8278  21.225  -0.0004  -0.0047  -0.037
Si  9.1292  8.783  14.4641  0.0069  -0.0098  0.0016
Si  1.4669  4.7781  10.3663  -0.0046  -0.0055  0.0189
Si  4.4815  9.484  19.1209  0.0048  0.0058  -0.0343
Si  11.0769  6.0975  21.105  0.0086  0.0156  -0.0323
Si  6.6147  10.4465  14.8446  0.0013  -0.0006  0.0039
Si  5.3879  0.7323  21.1545  0.0073  -0.0132  -0.0368
Si  2.3435  9.8029  10.3908  -0.0095  0.0222  0.02
Si  0.4297  10.6308  21.3758  -0.012  0.0061  -0.0348
Si  5.8545  5.2546  21.1101  -0.0005  0.0005  -0.0149
Si  3.6362  7.0836  10.1108  0.0079  -0.0112  0.0259
Si  9.0447  5.6846  14.836  -0.0045  -0.0023  -0.0049
Si  3.6599  4.0833  19.0815  0.0049  -0.0082  -0.0267
Si  10.0334  3.6607  19.3154  -0.0063  0.0053  -0.0401
Si  4.2545  8.6677  15.3564  0.0026  0.0019  -0.011
Si  0.4512  1.9171  17.153  -0.0028  -0.0006  -0.0247
Si  6.7934  7.5324  19.2312  0.0057  0.008  -0.0384
Si  5.2587  3.6222  16.7341  -0.0017  -0.0029  -0.0242
Si  7.7842  5.0086  17.5179  0.0077  0.0094  -0.0255
Si  6.6599  9.9212  10.3824  -0.0071  -0.0004  0.0082
Si  4.3769  1.0474  10.1113  -0.0153  0.0145  0.0025
Si  -0.0356  9.0895  11.9095  0.0037  -0.0055  0.0261
Si  9.1065  8.6306  20.9179  -0.0019  0.008  -0.0335
Si  4.5551  1.6661  14.5738  -0.0092  0.0009  -0.0024
Si  2.4465  2.0836  21.0327  -0.0147  -0.0104  -0.025
Si  6.3282  3.3348  10.3756  0.0045  0.0094  0.0101
Si  3.4309  5.9179  16.7277  0.0019  -0.0007  -0.0226
Si  9.8763  6.5385  10.3627  -0.0006  -0.007  0.0095
O  0.1236  2.6255  18.5875  0.008  -0.0069  0.0189
O  2.9224  9.6325  15.5784  -0.0022  -0.0016  -0.0001
O  10.8673  4.8032  20.1435  -0.0057  -0.0215  0.0141
O  7.5744  2.4003  9.9281  0.0028  0.0047  -0.0088
O  10.9222  5.3464  10.8104  -0.0005  -0.0019  -0.0207
O  6.5899  6.7285  12.8643  -0.0003  0.0019  -0.0162
O  10.315  8.0624  10.7862  0.008  0.0158  -0.0142
O  7.6652  9.4549  13.9988  -0.0025  0.0023  -0.0085
O  8.4067  6.2115  10.9735  -0.0137  -0.0082  -0.0095
O  5.3568  10.4805  20.0641  -0.008  -0.0147  0.016
O  2.165  3.7392  11.4312  0.0061  -0.0123  -0.0055
O  7.9741  8.5469  19.748  -0.0152  -0.0062  0.0104
O  6.2103  6.7298  20.5354  0.0034  0.0038  0.0207
O  5.5111  2.7149  15.4047  0.0001  0.0024  0.005
O  1.3011  0.9274  20.7019  0.0086  0.0068  0.0274
O  6.0491  9.0477  11.6246  -0.0115  -0.009  -0.012
O  4.618  4.9889  16.1096  -0.0007  0.0032  0.0071
O  6.5931  3.9045  17.6352  -0.0039  -0.0038  0.017
O  10.5293  10.6692  11.8159  -0.0051  0.0068  -0.0181
O  5.58  0.4953  13.9869  0.0013  0.0008  -0.0073
O  8.0239  5.0811  15.926  0.0013  -0.0026  0.0028
O  9.7283  9.8138  15.5906  0.001  -0.0009  0.0057
O  -0.3951  5.1535  15.1243  0.001  -0.0009  0.0015
O  1.5791  6.8317  20.8136  -0.0045  -0.0008  0.0295
O  1.499  0.6371  17.1757  0.0015  0.0006  0.0128
O  6.5926  1.7718  20.7919  0.0102  0.0077  0.0329
O  1.0117  1.7961  12.837  -0.0012  -0.0024  -0.0134
O  3.248  5.4987  18.3254  -0.0002  0.0051  0.0152
O  9.5251  2.0118  11.5857  0.0071  0.0031  -0.0147
O  1.0111  3.1002  16.1813  -0.0008  0.0047  0.0075
O  8.5844  5.1393  13.3725  0.0057  0.002  0.0029
O  10.2796  8.5798  13.3186  -0.0126  0.0026  0.0039
O  1.4441  9.3981  21.6845  0.0022  0.0004  0.0205
O  10.0807  9.9358  20.5971  -0.0014  -0.0005  0.0292
O  3.1752  0.2091  10.8784  -0.0028  -0.0031  -0.0176
O  5.0699  2.3593  10.8278  -0.0008  -0.0041  -0.0203
O  1.7457  4.1559  13.9174  -0.0056  0.0077  0.0048
O  7.9183  10.8624  10.8524  -0.0027  0.0054  -0.0231
O  9.1296  4.4694  18.237  -0.0088  0.0042  0.0146
O  5.6332  9.4964  15.7684  0.0019  -0.0003  0.0073
O  5.5289  -0.0352  9.7483  0.0117  -0.0028  -0.0223
O  3.5944  2.3093  13.3899  0.0074  -0.0026  -0.0051
O  1.9756  5.6444  16.0556  -0.0005  0.0018  0.0039
O  9.7122  1.0447  14.0449  -0.0039  -0.0029  0.0067
O  4.3891  6.9368  11.5315  0.0099  0.0022  -0.0077
O  4.7533  4.48  20.2173  -0.0192  -0.0075  0.009
O  9.9471  1.3418  16.6551  -0.0017  -0.0043  0.0127
O  6.6688  4.3108  11.6416  0.0052  0.0094  -0.013
O  5.5811  8.4042  18.569  -0.0022  -0.0002  0.0189
O  9.0805  2.7372  20.2764  0.0124  0.0055  0.0142
O  3.6021  1.1356  15.7782  0.0004  -0.0011  0.0068
O  4.2174  3.0744  17.8993  0.0062  0.0054  0.0102
O  9.923  7.2207  20.8801  0.0025  -0.0036  0.0287
O  3.3474  8.6601  9.8136  0.002  -0.002  -0.021
O  3.9322  7.4272  16.3739  -0.0021  -0.0033  0.0072
O  7.6273  0.4813  15.701  -0.0003  -0.0015  0.0048
O  8.918  7.2957  15.0446  -0.0007  0.0028  0.0016
O  3.9278  1.4327  21.1524  0.0018  0.0034  0.0289
O  1.592  9.1331  11.6942  -0.0092  -0.0055  -0.0116
O  2.3177  6.15  10.1604  0.0031  0.0017  -0.0208
O  7.3517  6.4602  18.1361  0.0029  -0.0144  0.0112
O  7.2181  4.3623  21.1338  -0.0039  0.005  0.0279
O  4.5434  8.2349  13.7928  -0.0069  0.0037  0.0042
O  3.3327  8.6634  19.954  0.0147  0.0088  0.0114
O  2.4944  3.2374  19.8681  0.0057  0.0212  0.0078
O  3.7381  10.3687  17.9675  -0.0094  0.003  0.0072

Results
free energy: -135411.162 eV
free energy less fixed offsets of As -4856.12, O -568.88, Si -635.61 eV per atom: -6.362 eV

The program warned: the cutoff lies below the one the program advises for these potential files; the exchange-correlation potential is rough where the density is thin.
